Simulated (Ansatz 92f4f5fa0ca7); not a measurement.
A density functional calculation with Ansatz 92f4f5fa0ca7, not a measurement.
Periodic cell of 296 atoms, Si152O112H32, with a vacuum gap, from a study of silicon, its oxide and their interface. The atomic structure is a simulated model.

Settings: functional r2SCAN; potential files Ansatz PAW; basis plane waves; wave-function cutoff 800 eV; density cutoff ratio 5; exchange-correlation grid ratio 1; k mesh 1 x 1 x 1, shifted by 0.5 0.5 0 of a step; self-consistency stop 1e-11 eV per atom in the density residual; occupations fixed; spin none; net charge 0; applied field sawtooth along c, amplitude -0.015 V/angstrom in the program's sign convention, ramp centred at 0.9901 of c and 0.0198 of c wide, no dipole correction.

Cell vectors (angstrom)
a, 10.888, 0, 0
b, 0, 10.888, 0
c, 0, 0, 50.3969

Atoms: element, x, y, z (angstrom)
Si, 0.2176, -0.2157, 35.4281
Si, 3.0867, 2.4407, 35.2622
Si, -0.2989, 5.8285, 35.3395
Si, 2.3524, 8.3849, 35.2962
Si, 5.3151, 0.2135, 35.3168
Si, 7.7401, 3.1041, 35.3573
Si, 5.536, 5.2402, 35.725
Si, 8.292, 7.9579, 35.4482
Si, 1.4326, 1.3746, 36.6122
Si, 4.0345, 3.9417, 36.8509
Si, 1.2955, 6.8491, 36.7175
Si, 4.0729, 9.4966, 36.5392
Si, 6.7826, 1.409, 36.6952
Si, 9.4916, 4.1301, 36.572
Si, 6.8031, 6.8199, 36.8376
Si, 9.5066, 9.5285, 36.7132
Si, -0.0005, 2.746, 37.9178
Si, 2.7606, -0.0149, 38.0015
Si, -0.0408, 8.1781, 38.1154
Si, 2.6638, 5.4347, 38.0302
Si, 5.4386, 2.652, 38.178
Si, 8.1587, 0.0383, 38.0181
Si, 5.3878, 8.2092, 38.0379
Si, 8.1954, 5.4257, 38.1059
Si, 1.3096, 4.0827, 39.3709
Si, 4.0716, 1.2947, 39.461
Si, 1.3706, 9.5463, 39.3892
Si, 4.0503, 6.802, 39.376
Si, 6.8123, 4.0707, 39.4451
Si, 9.5483, 1.3914, 39.3411
Si, 6.7783, 9.5658, 39.3793
Si, 9.5204, 6.8011, 39.464
Si, 0.004, 0.0274, 40.7277
Si, 2.7006, 2.7258, 40.7319
Si, -0.0026, 5.4296, 40.7828
Si, 2.7063, 8.1606, 40.7507
Si, 5.4496, -0.018, 40.8067
Si, 8.1902, 2.7088, 40.7604
Si, 5.4294, 5.4572, 40.7507
Si, 8.1356, 8.1925, 40.7526
Si, 1.3573, 1.3742, 42.0984
Si, 4.0728, 4.0815, 42.1047
Si, 1.3642, 6.7934, 42.1226
Si, 4.0768, 9.5027, 42.118
Si, 6.8241, 1.3592, 42.1295
Si, 9.5253, 4.0752, 42.1255
Si, 6.7856, 6.8224, 42.1088
Si, 9.5278, 9.549, 42.098
Si, 0.0118, 2.7241, 43.4635
Si, 2.722, 0.0048, 43.4425
Si, -0.0064, 8.1626, 43.457
Si, 2.7323, 5.4449, 43.486
Si, 5.4563, 2.7318, 43.4684
Si, 8.1799, 0.0066, 43.4904
Si, 5.4323, 8.1665, 43.4776
Si, 8.1597, 5.4541, 43.4502
Si, 1.3526, 4.084, 6.9354
Si, 4.0922, 1.3491, 6.9162
Si, 1.3833, 9.5153, 6.9023
Si, 4.0984, 6.8095, 6.9523
Si, 6.8177, 4.1069, 6.9337
Si, 9.5574, 1.3772, 6.9374
Si, 6.798, 9.522, 6.9322
Si, 9.5098, 6.8056, 6.9305
Si, 0.0107, -0.0423, 8.2499
Si, 2.7306, 2.7156, 8.259
Si, -0.0077, 5.4529, 8.2936
Si, 2.7488, 8.1881, 8.2977
Si, 5.4492, -0.0052, 8.2954
Si, 8.2179, 2.7746, 8.2817
Si, 5.4776, 5.4755, 8.3091
Si, 8.1221, 8.1398, 8.2942
Si, 1.3954, 1.2977, 9.5782
Si, 4.083, 4.1123, 9.5884
Si, 1.3525, 6.8383, 9.6133
Si, 4.1411, 9.4924, 9.7056
Si, 6.8492, 1.3922, 9.5651
Si, 9.5311, 4.1406, 9.7191
Si, 6.8098, 6.8098, 9.757
Si, 9.4972, 9.5039, 9.5878
Si, 0.0385, 2.6551, 10.8968
Si, 2.7539, -0.0183, 10.9902
Si, -0.0646, 8.1459, 10.9569
Si, 2.7486, 5.5073, 10.9423
Si, 5.5258, 2.7994, 10.8669
Si, 8.1644, 0.0005, 10.9235
Si, 5.4796, 8.1609, 11.1873
Si, 8.189, 5.5182, 11.1842
Si, 1.5046, 3.9499, 12.1427
Si, 4.2632, 1.3564, 12.1547
Si, 1.2772, 9.519, 12.2584
Si, 4.0323, 6.7717, 12.4973
Si, 6.773, 4.0964, 12.4142
Si, 9.5351, 1.3372, 12.2719
Si, 6.9394, 9.5787, 12.4745
Si, 9.4923, 6.9939, 12.5796
Si, -0.3157, -0.2934, 13.6021
Si, 3.0995, 2.8646, 13.4112
Si, -0.0036, 5.8473, 14.0762
Si, 2.2915, 7.9309, 13.6238
Si, 5.7361, 0.3209, 13.6109
Si, 7.9669, 2.4682, 13.5999
Si, 5.1624, 5.1358, 13.8202
Si, 8.803, 8.926, 13.8142
Si, 6.3428, 0.4329, 17.869
Si, 7.9701, 30.498, 16.9324
Si, -6.4112, 17.7368, 19.0657
Si, -3.1251, 7.9303, 26.7124
Si, -1.0526, 11.3552, 32.6869
Si, -2.6361, 13.7359, 18.3813
Si, -11.6966, 19.7866, 19.3843
Si, -21.2719, -6.6099, 25.1826
Si, -16.113, 9.5526, 20.3203
Si, -5.1928, -3.975, 16.3137
Si, -8.3495, 14.6733, 32.3749
Si, 3.4254, 11.2904, 17.5888
Si, -2.4528, 5.2923, 25.3091
Si, -15.6537, 1.4716, 23.6213
Si, -21.7543, 12.032, 25.0018
Si, -6.758, 20.272, 15.564
Si, 2.809, -2.4565, 29.7513
Si, -17.3736, 13.8408, 21.7928
Si, -20.1522, 9.3509, 24.3593
Si, 1.2189, 12.4031, 15.5971
Si, -18.6866, 20.8099, 21.9285
Si, -15.3321, 15.4963, 20.2252
Si, -20.0313, 7.4944, 20.361
Si, 4.3762, 5.4152, 23.6189
Si, -11.4991, 12.0096, 20.1292
Si, 0.812, 6.3199, 29.7991
Si, -25.3602, 5.9938, 22.6728
Si, -20.2228, 6.5472, 23.2218
Si, -1.0348, 14.5931, 15.8925
Si, -13.4673, 41.3888, 21.8808
Si, 11.8948, 1.0273, 27.8051
Si, -3.6916, -4.2865, 29.2892
Si, -0.0415, 15.9206, 32.3941
Si, 7.1327, 9.7136, 33.1273
Si, 0.3241, 10.319, 30.283
Si, -16.0328, 23.6709, 27.9839
Si, -2.2976, 13.9466, 32.3989
Si, -15.9057, 32.1477, 26.0891
Si, 9.568, -2.6431, 28.9864
Si, 5.9119, 14.7099, 25.6167
Si, -7.9346, 9.6501, 26.974
Si, -16.393, 8.0611, 31.2716
Si, 6.8645, 14.5902, 29.9124
Si, -1.9955, 11.4896, 22.8843
Si, 3.9837, 14.1703, 29.71
Si, 1.718, 15.002, 27.9463
Si, -18.0007, 28.2663, 33.3781
Si, 2.3537, 23.109, 20.3349
O, -1.5569, 4.4905, 32.4523
O, 4.6066, 6.6083, 17.4661
O, 8.4414, 10.5444, 32.7013
O, 4.1891, 1.3047, 34.859
O, -6.3674, 5.8867, 34.6515
O, -18.6494, 8.6195, 28.1877
O, 0.6239, 13.5606, 24.8169
O, 1.2686, 9.5404, 34.8567
O, 6.0577, -0.2746, 33.9431
O, 10.3928, 0.5841, 34.1976
O, 6.998, 2.509, 28.8163
O, 0.3807, 5.4999, 33.8882
O, 9.414, 6.8907, 34.9406
O, -4.7251, 11.3574, 27.3564
O, 7.5626, 8.4963, 34.0988
O, -11.9046, 9.5653, 29.8197
O, 11.3883, -17.2611, 13.3185
O, -16.0314, 3.4041, 21.0323
O, -21.7486, -14.4025, 28.8597
O, -7.9718, 6.7802, 19.4908
O, 1.2569, 6.8567, 14.3301
O, -0.6193, 5.2316, 15.4686
O, -18.628, 6.4716, 23.605
O, 4.8045, 10.6615, 14.8412
O, 0.3034, 11.1768, 15.0344
O, -10.0982, 4.9255, 28.9926
O, 1.3082, 6.5113, 21.6
O, -6.0945, 12.5523, 22.7067
O, -1.6593, 2.119, 19.4336
O, -3.4034, 27.1532, 21.1949
O, -5.1775, 16.9877, 22.9941
O, 8.6056, -2.1349, 15.4426
O, -12.7726, 19.4866, 27.5157
O, -11.9076, 15.5151, 25.6444
O, -5.7811, 19.1792, 19.469
O, 3.8793, 15.0507, 22.7224
O, -15.7265, 21.6981, 19.3805
O, 11.4503, 18.8937, 19.3485
O, 4.0572, 25.7436, 14.1869
O, 13.1359, 1.9946, 14.4731
O, -2.1093, 3.1254, 14.8386
O, -15.8167, 6.998, 30.2165
O, -20.9666, -0.1171, 24.3082
O, 2.7947, 19.7828, 14.8318
O, -19.4223, 8.798, 21.0608
O, 3.0978, 5.3049, 32.516
O, -13.6757, -16.693, 23.7386
O, 5.306, 5.6507, 19.7587
O, -20.1278, 20.3191, 30.2117
O, 0.451, 22.4423, 29.2656
O, -8.9426, 9.0073, 25.8968
O, 4.4695, 23.6527, 29.0149
O, 5.7955, 16.5831, 15.2416
O, -14.9053, 7.0782, 27.7732
O, -14.5203, -6.3338, 26.1444
O, -8.7225, 1.0684, 16.8306
O, -5.574, 14.9939, 30.0896
O, -7.9067, -1.2815, 23.5028
O, -4.041, 12.2863, 14.19
O, 1.5168, 15.5342, 26.4189
O, -26.3228, 24.6481, 24.3859
O, -16.8649, 1.0406, 17.355
O, -2.9029, 7.4391, 22.7669
O, -30.316, 11.0652, 27.4785
O, -7.8433, 0.4619, 19.153
O, -3.8964, -0.8612, 17.0999
O, -3.9954, 9.1179, 26.0519
O, -10.9454, 11.7084, 26.5935
O, -18.5132, 2.6122, 20.7032
O, -27.7467, 18.1105, 32.5449
O, -7.2371, 9.7619, 17.0681
O, -8.5963, 0.406, 21.6492
O, -23.535, 8.6653, 18.0763
O, 7.0998, 7.3383, 17.0135
O, -1.4826, 19.2752, 20.756
O, -6.2696, 20.8859, 21.4562
O, -14.3923, -9.2375, 17.7263
O, -3.8937, 20.0459, 21.0918
O, -1.7646, 14.5759, 17.3217
O, -14.508, 14.8384, 19.0214
O, -9.9348, 7.9826, 23.7564
O, -5.6774, -2.6885, 15.4655
O, -13.4094, 17.7685, 25.6406
O, -5.5779, 13.8008, 26.7968
O, -1.0113, 33.7244, 21.6926
O, -8.571, 28.6792, 30.0011
O, -10.0335, 16.1393, 23.9224
O, -8.16, 18.5005, 33.8986
O, -6.5203, 31.6238, 26.2537
O, 2.6898, 13.9404, 33.8041
O, -13.2971, 18.3002, 29.8195
O, -4.425, 30.9278, 31.7682
O, -1.4426, 12.0193, 24.3109
O, -4.9143, 22.0491, 24.6874
O, -2.0666, 9.8754, 22.8835
O, 1.3179, 2.5784, 27.8983
O, -7.6799, 13.9089, 31.1089
O, 0.2624, 2.743, 16.0153
O, -0.5751, 10.5117, 19.4832
O, 0.1016, 17.0624, 31.2535
O, 0.969, 14.7258, 32.006
O, -18.5768, 15.059, 28.5991
O, -12.1686, 1.8919, 31.9645
O, 0.1242, 21.5657, 31.8294
O, 6.6227, 15.1399, 35.008
O, -14.3773, 14.0739, 31.3368
O, 8.0941, 13.4639, 33.8591
O, -3.486, 1.1918, 22.6752
O, 7.5926, 15.9269, 29.387
O, -6.1032, 15.7674, 25.1031
O, -6.7675, 8.7992, 30.6029
O, 0.8575, 23.5533, 19.946
H, 0.8278, 3.5517, 44.396
H, -0.8087, 1.9009, 44.396
H, 3.5516, 0.8188, 44.3749
H, 1.912, -0.8286, 44.3749
H, -0.8326, 7.3453, 44.3894
H, 0.8264, 8.9732, 44.3894
H, 3.5545, 6.2663, 44.4184
H, 1.9049, 4.6287, 44.4184
H, 6.274, 3.5577, 44.4008
H, 4.6401, 1.9045, 44.4008
H, 9.0037, 0.8263, 44.4228
H, 7.3553, -0.8124, 44.4228
H, 6.2572, 8.9852, 44.41
H, 4.6176, 7.3377, 44.41
H, 7.3395, 4.6307, 44.3827
H, 8.9811, 6.2763, 44.3827
H, 2.18, 4.9001, 6.0029
H, 0.5366, 3.2564, 6.0029
H, 4.9085, 2.1765, 5.9837
H, 3.2626, 0.5352, 5.9837
H, 0.5505, 8.7047, 5.9699
H, 2.1933, 10.3488, 5.9699
H, 4.9131, 7.6383, 6.0199
H, 3.2761, 5.9882, 6.0199
H, 7.6379, 4.9303, 6.0012
H, 6.0001, 3.281, 6.0012
H, 10.3779, 2.2004, 6.0049
H, 8.7336, 0.5575, 6.0049
H, 5.9732, 8.7033, 5.9998
H, 7.6226, 10.3411, 5.9998
H, 8.6884, 5.9833, 5.998
H, 10.336, 7.6229, 5.998

Results
free energy: -161613.033 eV
free energy less fixed offsets of H -15.71, O -570.45, Si -639.56 eV per atom: -6.793 eV

Forces (eV/angstrom), in the order of the atoms: element, x, y, z
Si, -0.0062, 0.0048, -0.0211
Si, -0.0023, 0.0055, -0.0238
Si, 0.0031, -0.0024, -0.0233
Si, 0.0032, -0.0046, -0.0101
Si, 0.0035, -0.0026, -0.0134
Si, 0.0045, 0, -0.0235
Si, -0.0035, 0.0088, -0.0191
Si, -0.0056, -0.0008, -0.0179
Si, -0.0005, -0.0028, 0.004
Si, 0.0038, 0.0022, -0.0063
Si, -0.0013, 0.0011, 0.0041
Si, 0.0003, 0.0003, -0.0013
Si, -0.0019, -0.0004, 0.0067
Si, -0.0011, 0.0013, -0.0065
Si, -0.0017, -0.003, -0.0116
Si, 0.0023, 0.0017, 0.0028
Si, -0.0023, 0.0028, -0.0067
Si, 0.0004, 0.0001, -0.0094
Si, -0.0008, -0.0031, -0.0093
Si, 0.0021, 0, -0.0099
Si, -0.0024, 0.0043, -0.0133
Si, -0.0022, -0.0003, -0.0069
Si, 0.0032, -0.0025, -0.012
Si, -0.0012, 0.0046, -0.0097
Si, -0.0009, 0.0041, 0.0057
Si, 0.0001, -0.0019, 0.0054
Si, 0.0026, -0.0004, 0.0059
Si, 0.003, 0.0047, 0.0036
Si, 0.0029, 0.0035, 0.0053
Si, -0.0038, -0.0003, 0.0075
Si, -0.0071, -0.0039, 0.0022
Si, -0.0008, -0.0066, -0.0006
Si, -0.0021, 0.0019, 0.0258
Si, 0.0042, 0.0079, 0.0242
Si, -0.0174, 0.0154, 0.0175
Si, 0.0104, -0.0125, 0.0154
Si, 0.011, -0.0104, 0.0221
Si, -0.0127, 0.0088, 0.0167
Si, -0.0004, 0.0056, 0.015
Si, 0.0069, -0.0015, 0.0159
Si, -0.0159, -0.0209, 0.1884
Si, 0.0122, 0.0077, 0.1857
Si, 0.0137, 0.0081, 0.183
Si, -0.0105, 0.0126, 0.1781
Si, -0.0056, -0.0015, 0.1819
Si, 0.014, 0.0093, 0.1739
Si, -0.0001, -0.0053, 0.1731
Si, -0.0172, -0.0267, 0.1866
Si, -0.0674, 0.0217, 0.3879
Si, 0.0003, -0.0511, 0.3134
Si, 0.0163, 0.0456, 0.2188
Si, -0.0405, -0.011, 0.231
Si, -0.0403, -0.0163, 0.2044
Si, 0.0103, -0.0205, 0.2628
Si, 0.0065, -0.0665, 0.3931
Si, -0.0322, -0.0166, 0.3082
Si, -0.0353, -0.0235, -0.3104
Si, -0.0211, 0.0043, -0.2832
Si, 0.0332, 0.0087, -0.3544
Si, 0.0591, 0.0964, -0.3007
Si, 0.1148, 0.0427, -0.2533
Si, 0.0666, 0.0758, -0.3422
Si, -0.0499, -0.046, -0.3165
Si, -0.0259, -0.0595, -0.2202
Si, -0.0062, 0.007, -0.1868
Si, 0.0083, 0.0054, -0.1676
Si, 0.0001, 0.008, -0.1816
Si, 0.0058, -0.0044, -0.1747
Si, -0.0033, 0.0035, -0.1842
Si, 0.0011, 0.0079, -0.1761
Si, 0.0109, 0.0094, -0.1862
Si, 0.0011, -0.0004, -0.1842
Si, 0.0006, 0.0063, -0.0164
Si, -0.0094, -0.0112, -0.0156
Si, 0.0087, 0.0001, -0.0121
Si, -0.0126, 0.0068, -0.0271
Si, 0.0077, 0, -0.016
Si, 0.0039, -0.0189, -0.0218
Si, -0.005, 0.0067, -0.0351
Si, 0.0045, -0.0006, -0.0208
Si, 0.0051, -0.0043, -0.0166
Si, -0.0046, 0.0089, -0.02
Si, 0.008, 0.006, -0.0007
Si, -0.0004, -0.0055, 0.0021
Si, -0.0048, -0.0069, -0.0056
Si, -0.0008, 0.0089, -0.0043
Si, -0.0015, 0.0007, -0.0134
Si, 0.0016, -0.0063, -0.0163
Si, 0.0204, -0.0083, 0.004
Si, 0.0022, 0.0109, 0.0228
Si, -0.0065, -0.0082, 0.0184
Si, -0.0085, -0.002, 0.0086
Si, -0.0033, -0.0048, 0.0118
Si, -0.005, -0.0017, 0.0165
Si, 0.0072, 0.0041, 0.0079
Si, 0.0056, 0.0062, 0.0029
Si, 0.0015, 0.0024, -0.0203
Si, 0.0041, -0.0028, -0.0291
Si, 0.0036, 0.0034, -0.0287
Si, 0.0008, -0.001, -0.0267
Si, 0.0062, 0.0041, -0.0334
Si, 0.0004, -0.0042, -0.0279
Si, -0.0059, -0.0059, -0.0323
Si, -0.0006, -0.0031, -0.0266
Si, 0.0007, -0.0023, -0.0435
Si, 0.0027, -0.0044, -0.0485
Si, 0.0044, 0.0018, -0.0285
Si, -0.001, -0.0009, -0.0493
Si, 0.009, -0.0027, -0.0466
Si, 0.0074, 0.0026, -0.0499
Si, -0.0074, 0.0005, -0.0498
Si, -0.0052, 0.0028, -0.0502
Si, -0.0005, 0.0031, -0.047
Si, 0.0033, -0.0025, -0.0502
Si, 0.003, -0.0031, -0.0594
Si, -0.0059, -0.0042, -0.0523
Si, 0.0001, -0.0068, -0.0402
Si, -0.0021, 0.0016, -0.0412
Si, -0.0081, -0.0033, -0.0581
Si, -0.0026, 0.0003, -0.0451
Si, -0.0052, 0.0022, -0.0525
Si, -0.0009, -0.0008, -0.045
Si, 0.0076, -0.0034, -0.0459
Si, -0.0042, 0.0002, -0.044
Si, 0.0052, 0.0058, -0.0412
Si, 0.0007, -0.0016, -0.0495
Si, 0.0029, 0.0028, -0.0446
Si, -0.0002, 0.0009, -0.0367
Si, -0.0019, 0.004, -0.0463
Si, 0.002, -0.0022, -0.0418
Si, -0.0016, 0.0055, -0.0457
Si, 0.0067, 0.006, -0.0669
Si, 0.0025, 0.0008, -0.046
Si, -0.0008, 0.0009, -0.0459
Si, -0.002, -0.0009, -0.05
Si, 0.006, 0.004, -0.0507
Si, -0.001, 0.0062, -0.0518
Si, 0.0032, -0.0023, -0.0488
Si, 0.0038, -0.001, -0.051
Si, -0.0022, -0.0041, -0.0502
Si, -0.0049, 0.0061, -0.047
Si, 0.0016, 0.0058, -0.044
Si, -0.0073, 0.0018, -0.0451
Si, 0.0009, 0.0069, -0.0453
Si, -0.0037, 0.0013, -0.0508
Si, -0.0063, -0.0066, -0.0515
Si, -0.0056, -0.0037, -0.0543
Si, 0.0066, -0.0036, -0.043
Si, 0.0049, -0.0029, -0.0483
Si, -0.005, -0.005, -0.053
Si, 0.0097, -0.0042, -0.0452
Si, -0.0002, -0.008, -0.0463
O, 0.0003, -0.0006, 0.0169
O, -0.0074, -0.0008, 0.0391
O, -0.0057, -0.0017, 0.017
O, -0.0016, 0.0009, 0.0086
O, 0.0087, -0.0066, 0.0216
O, -0.0001, -0.0102, 0.0343
O, 0.004, 0.0017, 0.0132
O, -0.0002, -0.0005, 0.016
O, -0.0125, 0.0092, 0.0265
O, 0.0092, -0.0046, 0.0355
O, 0.0059, 0.0073, 0.0272
O, -0.0017, 0.007, 0.0397
O, 0.0001, 0.0015, 0.0156
O, 0.0009, 0.0109, 0.0249
O, 0.0064, -0.0085, 0.032
O, 0.0034, 0.0056, 0.0175
O, -0.0122, 0.0072, 0.0097
O, -0.0074, -0.0071, 0.0214
O, 0.005, -0.0033, 0.0257
O, -0.0102, 0.0015, 0.0198
O, -0.0014, -0.0014, 0.0079
O, -0.0029, -0.0069, 0.0159
O, 0.0017, -0.0018, 0.0149
O, -0.0073, -0.0092, 0.0243
O, 0.0091, 0.0083, 0.0202
O, -0.0049, 0.0115, 0.0295
O, -0.0021, -0.007, 0.025
O, 0.0088, -0.0058, 0.02
O, 0.0111, -0.0111, 0.0218
O, 0.0034, 0.006, 0.0294
O, -0.0056, -0.0035, 0.0191
O, -0.0114, -0.0035, 0.0392
O, 0.0101, 0.0003, 0.0269
O, 0.0019, 0.0007, 0.0097
O, 0.0036, 0.0073, 0.0212
O, -0.001, 0.0108, 0.0231
O, -0.0024, -0.0101, 0.0257
O, 0.0063, -0.0018, 0.0209
O, 0.0041, 0.0056, 0.008
O, -0.0103, -0.0055, 0.0262
O, 0.0099, 0.0071, 0.0259
O, -0.0114, 0.0113, 0.0321
O, -0.0025, 0.0051, 0.0209
O, 0.0122, 0.0064, 0.0233
O, 0.0031, 0.0065, 0.0196
O, 0.0026, 0.008, 0.0185
O, 0.0065, -0.0038, 0.0318
O, 0.0074, -0.0084, 0.0197
O, -0.0037, 0.002, 0.023
O, -0.0055, -0.0114, 0.0369
O, 0.0102, 0.0028, 0.0358
O, -0.0072, 0.0079, 0.0249
O, 0.0041, 0.0124, 0.0271
O, -0.0029, -0.0081, 0.0341
O, -0.0006, -0.0003, 0.0241
O, 0.0124, -0.0048, 0.0216
O, 0.0004, 0.0024, 0.012
O, -0.0086, -0.0047, 0.0358
O, -0.0007, 0.0007, 0.0115
O, 0.0094, -0.0016, 0.0365
O, -0.0007, 0.009, 0.0208
O, 0.0042, 0.0004, 0.008
O, -0.0015, -0.0089, 0.0193
O, -0.0027, 0.0034, 0.0196
O, -0.0064, 0.0029, 0.0352
O, -0.0022, 0.0082, 0.0142
O, 0.0047, -0.0061, 0.0144
O, 0.0074, -0.0008, 0.0312
O, 0.0079, 0.0057, 0.0204
O, -0.0104, -0.0088, 0.0271
O, -0.0036, 0.0091, 0.029
O, 0.0009, -0.0087, 0.0207
O, 0.0188, 0.0015, 0.0363
O, 0.0004, 0.0005, 0.0113
O, -0.009, -0.0022, 0.0274
O, -0.0093, 0.0017, 0.0199
O, 0.0017, 0.0023, 0.009
O, 0.0116, -0.0041, 0.0216
O, -0.0127, -0.0069, 0.0318
O, -0.0125, 0.0086, 0.0309
O, 0.0013, 0.0068, 0.0193
O, 0.0005, -0.0061, 0.018
O, -0.003, 0.0129, 0.0291
O, -0.0009, -0.013, 0.0345
O, -0.0104, -0.003, 0.0355
O, 0.0009, 0, 0.0111
O, -0.0049, -0.0131, 0.031
O, -0.0072, 0.0121, 0.0281
O, -0.0057, -0.0011, 0.0168
O, 0.0052, -0.0119, 0.0457
O, -0.0017, -0.0006, 0.0132
O, 0.009, 0.01, 0.0289
O, 0.0132, 0.005, 0.0241
O, -0.0008, -0.0134, 0.0335
O, 0.0018, 0.0079, 0.0152
O, 0.0027, 0.0027, 0.0144
O, -0.0125, 0.0049, 0.0398
O, -0.0015, 0.0014, 0.0165
O, 0.0028, 0.005, 0.0207
O, -0.0065, -0.0107, 0.0387
O, 0.0013, 0.0004, 0.0206
O, 0.0082, -0.0023, 0.0279
O, -0.0022, -0.0013, 0.0263
O, -0.0116, 0.0081, 0.0388
O, 0.0008, -0.0009, 0.0102
O, 0.0149, -0.0044, 0.0386
O, -0.009, -0.0011, 0.0416
O, -0.006, 0.0025, 0.0133
O, -0.0019, -0.0037, 0.0164
O, 0.0082, -0.0086, 0.0315
O, 0.0102, -0.0018, 0.0288
O, 0.0023, 0.0004, 0.0162
H, -0.2876, -0.3166, -0.2698
H, 0.321, 0.2963, -0.2545
H, -0.2958, -0.2769, -0.2709
H, 0.2511, 0.3307, -0.2486
H, 0.2883, 0.3331, -0.2633
H, -0.3012, -0.2676, -0.2537
H, -0.2923, -0.3299, -0.2762
H, 0.3054, 0.2968, -0.2593
H, -0.3341, -0.2879, -0.2629
H, 0.2841, 0.2858, -0.2553
H, -0.3026, -0.3089, -0.2574
H, 0.2986, 0.2496, -0.2718
H, -0.2866, -0.2568, -0.2779
H, 0.3363, 0.3178, -0.2413
H, 0.295, 0.3372, -0.2512
H, -0.3138, -0.3045, -0.263
H, -0.2993, -0.2331, 0.2768
H, 0.3251, 0.3591, 0.2496
H, -0.2064, -0.3256, 0.2756
H, 0.3132, 0.3101, 0.2733
H, 0.3722, 0.171, 0.2655
H, -0.3188, -0.3062, 0.2559
H, -0.3505, -0.3045, 0.24
H, 0.305, 0.2251, 0.2974
H, -0.3627, -0.338, 0.2311
H, 0.2276, 0.2772, 0.3142
H, -0.2924, -0.4131, 0.2252
H, 0.1744, 0.3055, 0.2889
H, 0.2992, 0.3595, 0.2332
H, -0.2125, -0.2719, 0.2936
H, 0.3715, 0.3138, 0.2484
H, -0.3107, -0.2101, 0.3082

The program warned: the cutoff lies below the one the program advises for these potential files; the forces do not sum to zero within the program's tolerance; empty levels may hold ghost states of the PAW files; the exchange-correlation potential is rough where the density is thin.
